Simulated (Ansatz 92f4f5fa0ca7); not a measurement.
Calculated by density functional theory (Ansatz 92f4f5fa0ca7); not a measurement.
Periodic cell of 180 atoms, Si99O81, from a study of silicon, its oxide and their interface. The atomic structure is a simulated model.

Settings: functional r2SCAN; potential files Ansatz norm-conserving; basis plane waves; wave-function cutoff 1300 eV; density cutoff ratio 4; exchange-correlation grid ratio 1; k mesh 2 x 2 x 1, shifted by 0.5 0.5 0.5 of a step; self-consistency stop 5e-08 eV per atom in the density residual; occupations Fermi-Dirac, 0.05 eV; spin none; net charge 0.

Cell vectors (angstrom)
a, 11.5403, 0, 0
b, 0, 11.5403, 0
c, -0.1174, -2.2858, 25.1428

Atoms: element, x, y, z (angstrom)
Si, 0.0779, -2.4445, 0.5899
Si, -0.1242, -0.119, 0.341
Si, 3.0842, 3.5445, 0.2057
Si, 4.3219, 9.8244, 0.6331
Si, 2.486, 1.3088, 0.7005
Si, 4.8178, 0.7611, 0.8139
Si, 7.9304, 9.0349, 0.9882
Si, 7.1972, 2.0305, -0.9823
Si, 8.2323, 4.5312, 0.0599
Si, 2.1986, 8.8293, 1.714
Si, 1.5566, 0.7861, 2.7388
Si, 1.2273, 4.6863, 2.1217
Si, 5.9164, 8.9561, 2.1438
Si, 9.162, 0.0215, -0.1547
Si, 5.6705, 5.3536, 1.0439
Si, 9.9044, 8.4086, 2.0947
Si, 10.7345, 0.5552, 2.4896
Si, 10.3998, 4.4006, 2.1179
Si, 2.0834, -1.2608, 3.6788
Si, 1.9342, 2.8592, 3.5641
Si, 2.0214, 6.718, 3.0221
Si, 5.985, -0.9081, 3.8048
Si, 5.7578, 1.3841, 3.0789
Si, 5.6743, 6.7414, 2.9864
Si, 9.8723, -1.3036, 3.669
Si, 9.8819, 2.5048, 3.4259
Si, 9.7745, 6.3775, 3.2788
Si, 0.1453, -1.2892, 5.1155
Si, 0.1215, 2.4964, 4.9653
Si, 0.2608, 6.4599, 4.5402
Si, 4.0518, -1.2038, 5.0432
Si, 4.0023, 2.3683, 4.4561
Si, 3.8753, 6.4567, 4.4571
Si, 7.9254, -1.1473, 5.1508
Si, 7.7678, 2.2964, 4.4422
Si, 7.615, 6.4807, 4.3702
Si, 0.1155, 8.1505, 6.0977
Si, 0.147, 0.6975, 6.5016
Si, 0.2609, 4.5487, 6.0002
Si, 4.0004, 8.2171, 6.0578
Si, 3.9877, 0.8421, 6.2473
Si, 3.9905, 4.3867, 5.6897
Si, 7.7244, 8.2209, 6.1134
Si, 7.9234, 0.8893, 6.4913
Si, 7.6917, 4.422, 5.5441
Si, 2.0571, 8.1078, 7.3758
Si, 2.1719, 0.5992, 7.707
Si, 2.21, 4.1972, 7.3113
Si, 5.7984, 8.169, 7.5897
Si, 5.8756, 1.7622, 7.4907
Si, 5.9002, 4.1609, 7.0215
Si, 9.6856, 7.2047, 6.9283
Si, 9.8307, 1.0619, 8.0172
Si, 9.6554, 4.894, 6.7918
Si, 0.321, -1.9563, 9.7549
Si, 2.6561, 2.4839, 9.0392
Si, 2.3835, 6.0848, 8.5661
Si, 4.7056, -2.0348, 9.5044
Si, 4.8524, 1.9218, 9.6268
Si, 5.5483, 6.0236, 8.5347
Si, 10.559, -0.0727, 10.0121
Si, 9.6828, 3.2054, 9.4262
Si, 10.0249, 7.4031, 9.1747
Si, 2.3971, -1.5503, 8.7146
Si, 0.5211, 2.3831, 11.0942
Si, 0.2831, 6.8623, 10.5569
Si, 5.2003, -0.096, 10.8238
Si, 5.8799, 3.3359, 11.1861
Si, 5.9615, 6.0734, 10.8603
Si, 8.1319, -0.0185, 12.1325
Si, 8.1549, 3.999, 11.0418
Si, 8.3531, 6.3019, 11.3054
Si, 3.096, 1.8582, 22.3129
Si, 5.1336, 8.1605, 11.4616
Si, -1.4377, 7.0721, 12.7147
Si, 4.3817, 10.0752, 13.4081
Si, 1.9024, 10.7228, 15.082
Si, 10.0973, 7.006, 18.0309
Si, 7.0986, 9.2237, 13.5538
Si, 5.0355, 2.5025, 20.46
Si, 2.2973, 1.983, 19.7003
Si, 10.3696, 1.6525, 16.587
Si, -1.624, 4.1057, 17.7569
Si, 9.1721, 7.8945, 15.2577
Si, 10.9289, 9.7299, 13.9181
Si, 5.991, 5.0657, 21.2164
Si, 7.3219, 3.6139, 19.1152
Si, 2.1507, 7.3434, 21.3586
Si, 7.8445, 3.0137, 16.387
Si, 11.6157, 1.1378, 13.875
Si, 7.4693, 9.1118, 22.4784
Si, 4.786, 7.5243, 22.6782
Si, -0.2025, 6.1793, 22.6801
Si, 9.4908, 7.7767, 20.7998
Si, 7.0514, 4.655, 24.1082
Si, 0.3362, 8.8629, 19.4529
Si, 1.7547, 4.3589, 21.3406
Si, 0.9124, 11.431, 17.8489
Si, 7.423, 2.6279, 13.4058
O, 1.8322, 4.5217, 0.5811
O, 7.1144, 4.5842, 1.264
O, 5.7592, 1.5668, -0.3541
O, 4.454, 4.2845, 0.7953
O, 8.4318, 1.4728, -0.0554
O, 9.6853, 4.1109, 0.6268
O, 8.3326, 10.6387, 0.9167
O, 10.5034, 8.9927, 9.0057
O, 9.6302, 4.5173, 8.4229
O, 6.7822, -0.0279, 11.236
O, 2.009, 2.7645, 10.5735
O, 1.4759, 5.941, 9.9517
O, 3.9379, 6.0426, 9.0485
O, 9.3075, -0.0459, 11.0443
O, 11.0115, 3.4146, 10.4069
O, 8.5747, 7.2313, 9.9341
O, 0.681, 10.3726, 19.0327
O, 2.5711, 3.4196, 22.4156
O, 1.2207, 0.7206, -0.3147
O, 4.5304, 9.2682, -0.968
O, 7.2988, 10.7279, 22.6246
O, 8.3004, 3.7015, 24.511
O, 0.3013, 4.7772, 21.9826
O, 8.7247, -0.6061, -1.6006
O, 7.5085, 3.6091, -1.0736
O, 5.972, 8.6017, 22.7958
O, 3.4355, 8.112, 21.9851
O, 8.0819, 8.5474, 21.0936
O, 11.8866, 2.2236, 12.7044
O, 1.6721, 8.1533, 20.038
O, 4.0689, 8.6313, 12.6656
O, 8.2603, 10.2545, 13.1365
O, 10.8227, -0.2416, 13.4454
O, 4.338, -0.3052, 12.2451
O, 1.8603, 10.7775, 16.7021
O, 6.6148, 8.6039, 12.1213
O, 5.111, 4.767, 11.4921
O, 5.8232, 10.0017, 14.1747
O, 10.7667, 1.884, 15.0317
O, 10.7008, 5.4988, 17.9272
O, 8.2059, 1.2412, 13.1383
O, 9.8807, 6.7517, 14.3089
O, 0.216, 0.9259, 10.4819
O, 5.9654, 2.5802, 12.6672
O, -1.0146, 8.6968, 12.717
O, 6.5938, 2.3919, 19.9684
O, 7.6744, 8.1664, 14.649
O, 10.9579, 2.8953, 17.4722
O, 8.9563, 3.6547, 19.0244
O, 8.941, 4.2344, 16.4361
O, -0.8547, 8.873, 20.5678
O, 3.9025, 2.1227, 19.3419
O, 0.9265, 9.5746, 14.4563
O, 8.7301, 1.6439, 16.6833
O, 1.5064, 12.1904, 14.484
O, 3.3881, 10.377, 14.6187
O, 5.7211, 4.0747, 24.8877
O, 6.779, 3.3514, 17.5811
O, 2.496, 5.7817, 21.004
O, 1.6238, 3.4616, 19.9693
O, -0.5131, 11.8269, 17.1572
O, 0.9481, 7.3201, 22.4523
O, 2.1892, 1.1638, 21.1297
O, -0.1608, 6.2843, 12.043
O, 9.1318, 7.3659, 16.7768
O, 1.592, 1.209, 18.4877
O, 9.2029, 7.0477, 19.3778
O, 5.3493, 6.4771, 21.5795
O, 7.4529, 6.152, 24.606
O, 8.3707, 3.7816, 12.7264
O, -0.2287, 8.2854, -0.8598
O, 2.9839, 1.1436, 23.7299
O, 6.8611, 4.5985, 22.5048
O, 9.9952, 9.3054, 15.1965
O, 4.7786, 4.0609, 20.8575
O, 0.8724, 8.3954, 10.7695
O, -1.5695, 6.6922, 21.9259
O, 6.9109, 5.0185, 19.8616
O, 7.1173, 2.9076, 14.9663
O, 4.6681, 1.6929, 21.8288
O, 11.3424, 8.043, 18.1417

Results
free energy: -49231.809 eV
free energy less fixed offsets of O -463.61, Si -117.95 eV per atom: -2.349 eV
pressure: -1.14 GPa
stress xx, yy, zz, yz, xz, xy (GPa, positive in tension): 1.61, 0.38, 1.44, -0.04, 0.13, 0.65

Forces (eV/angstrom), in the order of the atoms: element, x, y, z
Si, 0.0197, -0.413, -0.4074
Si, 0.3038, 0.5581, -0.4703
Si, -0.4342, 0.4403, -0.2741
Si, 0.4399, -0.7416, -0.6459
Si, -0.3499, 0.0512, -0.1014
Si, 0.4302, 0.2101, -0.5346
Si, -0.0404, 0.1064, -0.4647
Si, 0.368, -0.2619, -0.6371
Si, 0.1286, 0.0469, -0.3326
Si, -0.0282, 0.1489, 0.387
Si, -0.2018, -0.2903, -0.2155
Si, 0.7513, -0.1227, -0.4959
Si, -0.1523, -0.1534, 0.2251
Si, -0.2381, 0.0672, -0.7981
Si, -0.1587, 0.2416, 0.4279
Si, -0.0915, 0.0059, 0.2076
Si, 0.3995, -0.1282, -0.137
Si, -0.6906, 0.0212, -0.2265
Si, 0.184, 0.1568, 0.231
Si, -0.1534, 0.0605, 0.0486
Si, 0.0756, -0.154, -0.2251
Si, 0.0618, 0.0361, 0.0346
Si, -0.0128, -0.1526, 0.4286
Si, 0.2053, -0.0639, -0.0122
Si, -0.0472, 0.14, 0.1531
Si, 0.2592, -0.1181, -0.1208
Si, -0.0257, 0.119, -0.0776
Si, 0.0463, -0.3196, -0.0237
Si, -0.0024, 0.4108, 0.1912
Si, -0.1383, 0.1397, 0.054
Si, -0.163, -0.1826, -0.0837
Si, 0.0443, 0.2523, 0.0917
Si, 0.2362, 0.0113, 0.1245
Si, 0.011, -0.0192, -0.1864
Si, -0.0268, 0.1412, -0.0757
Si, -0.0199, 0.0443, -0.0107
Si, -0.0498, -0.0224, 0.2116
Si, -0.0357, 0.0516, -0.038
Si, 0.0283, -0.381, -0.0541
Si, -0.1919, -0.0592, -0.0177
Si, -0.0004, 0.0217, -0.0054
Si, 0.2336, 0.0368, -0.0122
Si, -0.0299, -0.0298, -0.0045
Si, -0.0334, -0.1148, 0.0003
Si, -0.0463, -0.0629, -0.0995
Si, 0.1734, -0.2518, -0.0888
Si, -0.0328, -0.092, 0.109
Si, -0.0301, -0.1227, -0.2341
Si, -0.1989, 0.0525, 0.0226
Si, -0.185, -0.04, -0.1107
Si, 0.0691, 0.2126, 0.1846
Si, -0.1626, 0.2502, -0.0303
Si, 0.0692, 0.4087, -0.1826
Si, 0.0114, 0.204, 0.5397
Si, 0.1715, 0.236, 0.5874
Si, -0.3461, -0.0478, 0.3229
Si, -0.0214, 0.4791, 0.6421
Si, -0.1011, -0.0631, -0.1238
Si, 0.4866, -0.1407, 0.1364
Si, -0.2976, -0.221, 0.5322
Si, -0.0852, 0.1448, 0.2412
Si, 0.3317, 0.0899, -0.1839
Si, -0.5407, 0.1512, -0.6602
Si, 0.3172, 0.1571, 0.0383
Si, -0.0839, 0.024, 0.1003
Si, 0.8046, -0.5472, 0.6839
Si, -0.2678, -0.0619, 0.1227
Si, -0.3159, 0.2059, 0.2621
Si, -0.1028, -0.2274, 0.8811
Si, 0.1286, -0.1712, 0.043
Si, 0.3658, -0.1415, 0.3451
Si, -1.2569, 0.1578, -0.6028
Si, -0.0086, -0.02, -0.0137
Si, -0.208, 0.1273, 0.3244
Si, 0.4678, 0.0792, 0.9299
Si, -0.2161, -0.1378, 0.1903
Si, 0.0462, 0.0301, 0.0071
Si, -0.0744, -0.0029, -0.0985
Si, -0.203, -0.2414, 0.1205
Si, 0.0892, -0.0346, -0.1184
Si, -0.0859, -0.0693, -0.3321
Si, 0.0957, -0.1881, -0.0173
Si, 0.2422, 0.0784, 0.0686
Si, -0.1653, -0.0795, 0.2058
Si, 0.046, 0.0897, 0.3067
Si, -0.0419, 0.1058, -0.2278
Si, -0.0149, -0.0148, 0.0403
Si, 0.1475, 0.0748, -0.1576
Si, -0.0115, -0.0442, 0.0727
Si, 0.154, 0.0053, 0.3684
Si, 0.1294, 0.0758, -0.1804
Si, 0.0101, 0.0933, -0.3498
Si, -0.0717, 0.0531, -0.4366
Si, -0.1943, 0.1649, -0.1262
Si, 0.1244, 0.1131, -0.3004
Si, 0.0709, 0.0774, -0.081
Si, 0.0325, -0.0046, -0.1362
Si, -0.0078, -0.0294, -0.1308
Si, -0.1245, 0.142, 0.2687
O, -0.1858, 0.0121, 0.3166
O, 0.0445, 0.0126, -0.2785
O, -0.0881, -0.2984, 0.331
O, -0.1157, -0.2141, -0.1833
O, -0.2954, 0.0801, 0.0622
O, -0.0289, 0.1325, 0.3443
O, -0.0615, -0.2703, -0.2624
O, 0.2401, -0.4145, 0.1302
O, -0.2595, -0.5171, -0.0717
O, -0.0043, 0.0548, 0.2357
O, 0.0221, -0.0214, -0.5623
O, -0.0263, 0.136, -0.3645
O, 0.6592, -0.0081, -0.2163
O, 0.2599, 0.1323, 0.0324
O, 0.07, -0.216, -0.1054
O, 0.4396, 0.214, 0.0254
O, -0.0218, -0.11, -0.0392
O, 0.0183, -0.1854, -0.1925
O, -0.2512, -0.2738, 0.4871
O, -0.0617, 0.3317, 0.4363
O, -0.1288, -0.1791, 0.6399
O, -0.1901, -0.1319, 0.2317
O, 0.1683, 0.3351, 0.0868
O, -0.2549, 0.1415, 0.0471
O, 0.0518, 0.0761, 0.407
O, -0.0316, -0.1095, 0.128
O, -0.0066, -0.2548, 0.1689
O, 0.1101, -0.115, 0.2951
O, -0.0446, -0.039, -0.4637
O, -0.2128, -0.0953, 0.1899
O, 0.473, 0.2528, -0.2428
O, -0.1193, 0.1653, -0.2295
O, 0.1184, -0.0247, 0.0031
O, 0.4091, -0.2279, -0.3831
O, -0.2213, 0.0871, -0.0779
O, -0.2239, 0.1148, 0.1811
O, 0.4352, 0.342, -0.3855
O, -0.0095, -0.0653, -0.4778
O, 0.0451, -0.1967, -0.0626
O, -0.2962, 0.0017, 0.0322
O, -0.1545, 0.0283, -0.1935
O, -0.0597, 0.343, -0.241
O, -0.0966, 0.2092, 0.0844
O, 0.3729, 0.0786, -0.4585
O, -0.1697, -0.4222, -0.0478
O, -0.2156, 0.3695, -0.0443
O, 0.226, 0.1916, -0.2814
O, -0.4326, 0.0287, -0.099
O, -0.1668, 0.1018, -0.2555
O, -0.1023, -0.3275, 0.2975
O, -0.0175, -0.3496, -0.1161
O, -0.0834, 0.0586, 0.4211
O, -0.2858, 0.3064, -0.108
O, 0.0572, 0.4247, -0.0574
O, -0.3503, -0.2441, -0.0269
O, -0.0148, -0.0014, -0.2001
O, 0.2029, -0.1702, -0.049
O, 0.4484, 0.0051, 0.087
O, -0.2666, 0.0238, 0.2414
O, 0.1852, -0.1114, 0.3254
O, 0.1128, 0.2014, 0.0075
O, -0.0549, -0.223, -0.0261
O, 0.3079, 0.4491, -0.0727
O, -0.1144, 0.4085, -0.3092
O, 0.245, 0.0182, -0.0395
O, 0.0148, -0.0456, 0.1501
O, 0.359, 0.1028, 0.0805
O, -0.002, -0.0356, 0.2858
O, 0.0417, -0.0747, 0.5178
O, -0.2827, -0.4894, -0.2482
O, 0.0678, 0.2905, 0.4363
O, 0.1744, 0.0358, 0.127
O, -0.1081, 0.0517, 0.29
O, 0.0319, -0.2185, -0.3752
O, 0.2778, -0.1334, 0.0338
O, -0.5028, -0.1514, -0.3507
O, 0.2454, -0.0147, 0.0761
O, -0.0745, -0.3318, 0.1103
O, 0.2569, -0.0628, -0.1643
O, -0.3368, 0.2634, -0.1157
O, -0.1454, -0.0487, 0.2812

The program warned: the forces do not sum to zero within the program's tolerance.
